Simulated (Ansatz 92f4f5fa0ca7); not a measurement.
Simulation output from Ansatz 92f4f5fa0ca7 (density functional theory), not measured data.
Periodic cell of 247 atoms, Si165O82, from a study of silicon, its oxide and their interface. The atomic structure is a simulated model.
Doubt: the cutoff is far below the 930 eV that the study's wrapper takes by default for these files, so forces and energies are approximate.

Settings: functional PBE; potential files Ansatz PAW; basis plane waves; wave-function cutoff 580 eV; density cutoff ratio 5; exchange-correlation grid ratio 1; k mesh 1 x 1 x 1, Gamma-centred; self-consistency stop 5e-08 eV per atom in the density residual; occupations fixed; spin none; net charge 0.

Cell vectors (angstrom)
a, 10.938, 0, 0
b, 0, 10.938, 0
c, 0, 0, 36.8976

Atoms and the computed forces on them: element, x, y, z (angstrom), force x, y, z (eV/angstrom)
Si, 0, 0, 0.683, -0.0513, 0.0089, -0.0008
Si, 5.469, 0, 0.683, -0.0103, -0.0183, -0.0077
Si, 2.7345, 2.7345, 0.683, -0.0326, 0.0012, -0.0069
Si, 8.2035, 2.7345, 0.683, -0.0131, -0.041, -0.0101
Si, 0, 5.469, 0.683, -0.0199, -0.0282, -0.0123
Si, 5.469, 5.469, 0.683, -0.0455, 0.0007, -0.0013
Si, 2.7345, 8.2035, 0.683, -0.0022, -0.0281, -0.0108
Si, 8.2035, 8.2035, 0.683, -0.022, -0.0156, -0.0214
Si, 1.3673, 1.3673, 2.0503, 0.0572, 0.0502, 0.0727
Si, 6.8362, 1.3673, 2.0503, -0.0091, 0.09, -0.1935
Si, 4.1018, 4.1018, 2.0503, -0.0023, 0.0443, 0.0616
Si, 9.5708, 4.1018, 2.0503, -0.0168, 0.0599, -0.1941
Si, 1.3673, 6.8362, 2.0503, 0.0513, 0.0526, -0.1967
Si, 6.8362, 6.8362, 2.0503, 0.0556, 0.047, 0.0527
Si, 4.1018, 9.5708, 2.0503, 0.039, 0.0683, -0.1699
Si, 9.5708, 9.5708, 2.0503, 0.0335, -0.0289, 0.0196
Si, 2.7345, 0, 34.8461, -0.0315, -0.0051, -0.1029
Si, 8.2035, 0, 34.8461, -0.0244, -0.0656, 0.1156
Si, 0, 2.7345, 34.8461, -0.0581, -0.0607, 0.1626
Si, 5.469, 2.7345, 34.8461, -0.0616, -0.0277, -0.1184
Si, 2.7345, 5.469, 34.8461, -0.0488, -0.0143, 0.1383
Si, 8.2035, 5.469, 34.8461, -0.0405, -0.062, -0.089
Si, 0, 8.2035, 34.8461, -0.0219, -0.0568, -0.1207
Si, 5.469, 8.2035, 34.8461, -0.0115, -0.0368, 0.1523
Si, 4.1018, 1.3673, 36.2133, 0.0339, 0.0046, -0.0025
Si, 9.5708, 1.3673, 36.2133, -0.0024, 0.0585, 0.0043
Si, 1.3673, 4.1018, 36.2133, 0.0222, 0.0004, 0.0031
Si, 6.8362, 4.1018, 36.2133, 0.035, 0.001, 0.0031
Si, 4.1018, 6.8362, 36.2133, 0.0162, 0.0257, 0.0017
Si, 9.5708, 6.8362, 36.2133, 0.0478, -0.0039, -0.0045
Si, 1.3673, 9.5708, 36.2133, 0.0465, -0.0006, -0.0018
Si, 6.8362, 9.5708, 36.2133, -0.0203, 0.0604, 0.0105
Si, -1.3441, -1.5308, 27.8428, -0.1779, -0.0209, 0.0472
Si, 4.9458, 0.5245, 26.9412, 0.4082, -0.3258, -0.0942
Si, 3.1897, 2.1827, 26.9755, -0.3898, 0.3615, -0.1377
Si, 7.52, 3.1845, 26.9249, 0.267, -0.6977, 0.0938
Si, -0.4717, 5.8553, 26.7234, 0.4586, -0.3636, -0.0885
Si, 5.8674, 4.9424, 26.8348, -0.6509, 0.3439, -0.1351
Si, 2.2708, 8.7547, 26.7482, 0.5389, -0.4407, -0.1048
Si, 8.7731, 7.5048, 26.5563, -0.1848, 0.3869, -0.2351
Si, 1.3321, 1.2049, 28.0008, 0.0408, -0.0372, 0.0734
Si, 6.7083, 1.3846, 28.2116, 0.062, 0.1944, -0.0357
Si, 4.1192, 4.0115, 28.1369, 0.111, -0.0402, -0.0628
Si, 9.482, 4.081, 27.9546, 0.002, -0.0063, -0.0383
Si, 1.34, 6.8548, 27.8772, 0.0375, -0.0092, 0.0767
Si, 6.8918, 6.762, 27.8903, 0.0642, 0.0917, 0.0002
Si, 4.0167, 9.6113, 28.0825, -0.0174, 0.087, -0.0344
Si, 11.4082, 10.3198, 26.6624, -0.5046, 0.4193, -0.2212
Si, 2.67, -0.0387, 29.5093, -0.0246, -0.007, 0.2396
Si, 8.2131, -0.0985, 29.2661, 0.0398, 0.0381, -0.1224
Si, -0.0497, 2.6745, 29.2729, -0.0011, 0.0061, -0.1071
Si, 5.4211, 2.7273, 29.6082, -0.0034, -0.0032, 0.3369
Si, 2.6875, 5.4677, 29.2991, 0.0095, 0.0199, -0.1277
Si, 8.1922, 5.456, 29.3911, 0.0102, -0.0185, 0.3266
Si, -0.0283, 8.1408, 29.3644, 0.068, -0.0166, 0.1562
Si, 5.4885, 8.1704, 29.2626, -0.066, -0.0749, -0.1193
Si, 4.0406, 1.3269, 30.8742, -0.0589, 0.1136, -0.0333
Si, 9.5415, 1.3121, 30.6762, 0.0451, -0.0159, -0.0164
Si, 1.3187, 4.0765, 30.669, 0.0361, -0.0492, -0.0342
Si, 6.8441, 4.1202, 30.835, -0.0294, -0.0051, -0.0633
Si, 4.0946, 6.8207, 30.6729, 0.0191, -0.0133, -0.0258
Si, 9.5579, 6.8063, 30.7716, -0.0221, -0.0175, -0.1055
Si, 1.3034, 9.5066, 30.8003, 0.0574, 0.0024, -0.0602
Si, 6.8326, 9.5259, 30.6822, 0, 0.0043, -0.0159
Si, -0.0409, -0.0111, 32.1154, 0.0225, -0.0406, -0.0236
Si, 5.4801, -0.053, 32.1203, -0.0553, 0.028, -0.0234
Si, 2.6716, 2.7521, 32.1325, 0.0406, -0.0585, -0.0031
Si, 8.2169, 2.6944, 32.1111, -0.0428, 0.0337, -0.0268
Si, -0.0032, 5.4323, 32.1038, -0.0726, 0.0188, -0.006
Si, 5.4378, 5.4889, 32.1267, 0.0499, -0.0192, -0.026
Si, 2.738, 8.1625, 32.1048, -0.0597, 0.0279, -0.0215
Si, 8.1847, 8.1935, 32.1069, 0.0412, -0.0527, -0.0302
Si, 1.3359, 1.3547, 33.4841, -0.0154, 0.0458, -0.0088
Si, 6.832, 1.3461, 33.4779, 0.0046, 0.0179, -0.0151
Si, 4.0801, 4.1014, 33.4817, 0.0009, -0.0025, -0.0196
Si, 9.5673, 4.0796, 33.479, 0.0354, -0.0281, 0.0014
Si, 1.3606, 6.8107, 33.4725, 0.0565, -0.0243, 0.0146
Si, 6.8237, 6.8375, 33.4842, -0.0309, 0.0239, -0.0014
Si, 4.0921, 9.5434, 33.4809, 0.0253, -0.0197, -0.0106
Si, 9.5476, 9.5586, 33.481, -0.0194, 0.0455, 0.0087
Si, 2.7561, 0.0057, 3.4109, 0.0022, -0.0295, 0.0219
Si, 8.2014, 0.0137, 3.4002, -0.0135, 0.0265, 0.0129
Si, 0.0059, 2.7633, 3.4081, -0.0615, 0.0382, 0.0004
Si, 5.4878, 2.7454, 3.4088, 0.0305, -0.0236, 0.0256
Si, 2.7406, 5.4966, 3.415, -0.011, -0.0093, 0.0301
Si, 8.2224, 5.4762, 3.4135, -0.0143, -0.0198, 0.012
Si, 0.0235, 8.2075, 3.4089, 0.0224, -0.0128, 0.0229
Si, 5.4753, 8.2273, 3.4121, -0.0232, -0.0109, 0.0058
Si, 4.1337, 1.3726, 4.7683, -0.007, 0.0564, 0.0367
Si, 9.5597, 1.3973, 4.7438, 0.0148, -0.0177, 0.0101
Si, 1.3389, 4.168, 4.7774, 0.0377, -0.0505, 0.0363
Si, 6.8532, 4.1148, 4.7762, -0.0267, 0.0163, 0.0548
Si, 4.1028, 6.8781, 4.7813, 0.0732, 0.0291, 0.0767
Si, 9.6119, 6.8307, 4.7712, -0.0238, 0.0287, -0.0337
Si, 1.4107, 9.5595, 4.7711, -0.0473, 0.0087, 0.0494
Si, 6.8244, 9.6159, 4.7753, 0.0446, -0.0209, 0.0228
Si, 0.0267, 0.0358, 6.0398, -0.04, -0.0203, 0.0913
Si, 5.4801, 0.0341, 6.2083, -0.0203, 0.05, 0.0663
Si, 2.7467, 2.7845, 6.0468, 0.0102, 0.0285, 0.129
Si, 8.2107, 2.7426, 6.1586, -0.0413, -0.0223, 0.0229
Si, 0.0042, 5.5156, 6.2368, -0.0536, 0.0025, 0.1584
Si, 5.4968, 5.5202, 6.1132, -0.0375, -0.0692, 0.0174
Si, 2.7654, 8.23, 6.2202, -0.0118, 0.0119, 0.0627
Si, 8.2497, 8.2441, 6.0491, 0.0161, -0.0055, 0.105
Si, 1.396, 1.3983, 7.3834, -0.0143, -0.0812, -0.0468
Si, 6.8385, 1.4254, 7.5914, -0.0754, 0.0382, -0.0073
Si, 4.0574, 4.1813, 7.4316, 0.0275, 0.0333, -0.0822
Si, 9.5558, 4.0764, 7.5738, 0.1013, -0.0124, -0.1635
Si, 1.3818, 6.9132, 7.6525, -0.0199, -0.0771, 0.0444
Si, 6.9164, 6.9004, 7.4284, 0.0246, -0.076, -0.0612
Si, 4.1248, 9.621, 7.6263, -0.0104, -0.0598, 0.0342
Si, 9.5998, 9.6274, 7.3973, 0.0959, 0.0625, -0.1857
Si, 2.6953, 0.1226, 8.9028, 0.0403, 0.1466, 0.0199
Si, 8.2998, 0.0212, 8.8236, -0.0405, 0.0385, -0.1066
Si, 0.0871, 2.7087, 8.8459, -0.0657, -0.0225, 0.0153
Si, 5.3584, 2.8346, 8.8534, -0.0094, -0.0297, 0.1246
Si, 2.7471, 5.4703, 8.9863, 0.0238, 0.0821, -0.1246
Si, 8.0859, 5.3921, 8.854, 0.2578, 0.0736, 0.2483
Si, 0.0833, 8.487, 8.8941, -0.0495, -0.0149, -0.0813
Si, 5.5827, 8.1958, 8.8695, 0.0335, 0.1537, 0.0072
Si, 3.5863, 1.93, 10.1339, 0.1382, 0.004, -0.2538
Si, 10.0969, 0.9039, 10.0528, -0.4463, 0.5123, 0.1157
Si, 1.841, 3.6045, 10.1595, -0.3246, 0.1316, 0.4746
Si, 6.1651, 4.7092, 10.0173, 0.2971, -0.5845, 0.1947
Si, 4.606, 6.4404, 10.0845, -0.2781, 0.4114, 0.235
Si, 9.6507, 7.4816, 10.4577, 0.0185, 0.0848, 0.0345
Si, 0.9226, 10.2959, 10.2475, 0.6072, -0.4608, 0.4389
Si, 7.2036, 9.3893, 10.1717, 0.042, -0.212, 0.5375
O, 6.3684, 4.5974, 11.6661, -0.1192, 0.1238, -0.053
O, 4.5348, 6.8121, 11.7137, 0.1395, -0.212, -0.3285
O, 10.7359, 7.2452, 11.6437, -0.0365, -0.0112, 0.0213
O, 2.2648, 7.3776, 12.7566, 0.2153, 0.0379, -0.0868
O, 9.1018, 5.9997, 10.0472, -0.2409, 0.04, -0.3371
O, 8.3725, -2.5084, 10.9145, -0.1134, 0.0188, -0.3979
O, 9.5616, 1.2489, 11.5869, 0.1718, -0.1927, -0.1791
O, 1.3479, 3.8498, 11.7542, 0.3474, -0.1603, -0.4964
O, 8.7731, 7.4463, 24.8036, 0.0903, -0.2477, 0.2368
O, 7.6799, 2.4656, 25.3936, -0.2013, 0.363, 0.1464
O, 5.2445, 5.4622, 25.347, 0.266, -0.0367, 0.3811
O, 13.8991, 8.5161, 25.2365, -0.2227, 0.125, 0.3098
O, 10.8216, 10.5254, 25.0861, 0.1231, -0.1442, 0.4389
O, -0.2626, 5.5657, 25.0374, -0.3719, 0.2787, 0.2192
O, 4.4963, 9.9296, 23.4289, 0.0847, -0.0177, 0.1283
O, -16.2363, -10.7843, 25.4623, -0.0735, 0.098, 0.2029
Si, 11.2296, 4.0601, 12.9769, -0.1042, -0.1248, 0.1628
Si, 0.6871, 7.0654, 12.9732, -0.2171, 0.0224, 0.3287
Si, 3.8596, 7.6919, 12.894, -0.1489, -0.171, 0.26
Si, 4.0475, 7.0023, 21.8, -0.0014, -0.0076, -0.144
Si, -2.5786, 13.3297, 19.6423, -0.0001, -0.082, -0.1138
Si, 3.0746, 2.7526, 23.9845, -0.097, 0.0456, -0.3043
Si, 9.3001, 8.8438, 16.4403, 0.093, 0.0004, 0.0377
Si, 9.2748, 5.9547, 24.2214, 0.177, -0.1081, -0.3149
Si, 4.1539, 1.4427, 12.3676, 0.0241, -0.0067, 0.1601
Si, -0.3209, 1.7694, 14.7483, 0.0734, 0.0129, 0.0582
Si, 8.9114, 2.315, 12.611, 0.2103, 0.0195, 0.2762
Si, 11.9252, 8.7628, 15.2821, -0.0968, -0.0393, 0.1729
Si, 5.0412, 4.9536, 23.8153, -0.2051, -0.0039, -0.355
Si, 9.272, 5.8709, 17.0211, 0.0248, 0.1276, 0.0279
Si, 3.1053, 9.1404, 23.7403, 0.0247, -0.0971, -0.3298
Si, 6.7375, 4.5638, 15.8071, 0.0376, 0.1588, 0.2018
Si, 10.8354, 8.6292, 21.1671, 0.1491, 0.0826, -0.2863
Si, 6.0075, -2.0933, 20.0876, 0.0592, -0.0423, -0.0146
Si, 5.1759, 7.3864, 15.8128, 0.1055, -0.0118, 0.2483
Si, 12.6089, -0.1406, 13.3469, -0.2023, 0.0434, 0.317
Si, 5.2231, 11.3124, 23.9123, 0, -0.0413, -0.255
Si, 0.0618, 1.8128, 17.8612, -0.085, -0.0753, -0.0091
Si, 2.6242, 6.9369, 17.3078, 0.0169, 0.0884, 0.0126
Si, 0.2935, -0.5416, 23.519, 0.0517, 0.1916, -0.3933
Si, 1.7467, 6.4642, 20.0753, 0.1007, -0.0005, -0.0931
Si, 6.2894, 3.5181, 12.8692, 0.0583, 0.0476, -0.0576
Si, 6.1566, 1.8967, 17.3284, 0.1029, -0.0043, 0.1302
Si, 9.313, 14.9579, 21.9024, 0.1779, -0.337, -0.4208
Si, 6.6915, 0.4523, 21.3666, 0.0355, -0.0353, -0.2086
Si, 1.485, 0.1238, 19.7266, -0.0231, 0.0806, -0.0449
Si, 6.7581, 10.1702, 15.5237, 0.1737, -0.2299, 0.3345
Si, 7.6041, 3.5247, 24.1634, 0.0791, -0.3258, -0.4889
Si, 5.4064, 10.4302, 12.6407, -0.0463, 0.1217, -0.0596
Si, 8.6059, 7.8516, 19.1378, -0.0585, 0.1046, -0.1486
Si, 0.6861, 2.0226, 22.0191, -0.0226, 0.0148, -0.0741
Si, 4.6047, 0.3087, 19.2628, 0.0469, -0.0125, 0.052
Si, 1.0713, 4.6441, 17.8976, -0.0442, -0.0114, -0.0109
O, 6.4391, -0.802, 11.4209, 0.1299, 0.0129, -0.2061
O, 6.6255, 11.5217, 16.4509, -0.039, 0.0198, -0.1124
O, 7.3154, 2.3407, 12.3756, -0.0793, 0.0258, -0.0793
O, 9.4079, 8.2954, 20.471, 0.0626, -0.0176, 0.1403
O, 5.1079, 6.1598, 22.7133, 0.0644, -0.0709, 0.1862
O, 1.9203, -0.7228, 23.4262, -0.0204, 0.0155, 0.1167
O, -2.9493, 1.2285, 20.7426, -0.0377, -0.0184, 0.1002
O, 4.4196, 7.2683, 14.3719, -0.0794, 0.0288, -0.3051
O, 2.7892, 1.0317, 13.2173, 0.1327, 0.2041, -0.0854
O, 10.779, 14.2993, 21.6678, -0.0894, 0.1017, 0.0723
O, 9.2232, 7.2273, 16.0891, -0.0171, -0.0413, 0.0074
O, 9.0141, 6.3793, 18.5612, -0.0068, -0.0168, 0.049
O, 13.5043, 24.5906, 25.5209, 0.0818, -0.1208, 0.2
O, 8.3342, 9.7448, 15.4986, -0.0775, 0.0311, -0.0521
O, -2.4371, 3.8298, 20.4644, 0.0322, 0.0742, 0.1549
O, 7.219, 2.3466, 18.4883, -0.0385, 0.0095, -0.0224
O, 1.8513, 2.4755, 23.0075, 0.0759, 0.0688, 0.1143
O, 6.8142, 4.2519, 14.2143, -0.0022, -0.0441, -0.174
O, 8.0954, 4.9612, 24.7868, -0.0163, 0.0476, 0
O, 9.3994, 16.4784, 22.5831, -0.0751, 0.3377, 0.5421
O, 0.9968, 5.1497, 19.46, 0.0025, 0.0094, 0.0375
O, 8.8815, 9.0132, 18.0117, -0.0065, -0.0563, -0.0108
O, -1.1682, 2.0841, 18.8913, -0.0281, 0.033, 0.06
O, 10.5749, 9.1219, 22.7097, -0.0597, -0.0546, 0.1256
O, 1.3158, 12.393, 20.6398, 0.0115, 0.0346, 0.1247
O, 0.3177, 0.4991, 13.9772, 0.0592, -0.1045, -0.0902
O, 4.2339, 9.2644, 12.6508, 0.067, 0.0377, -0.0056
O, 6.5303, 0.6827, 22.9751, -0.0503, -0.0381, 0.1173
O, 9.698, 3.7576, 12.4322, -0.064, -0.043, -0.1245
O, 10.8124, -1.4971, 16.2566, 0.0133, -0.0807, -0.0317
O, 0.547, 3.0835, 14.2741, 0.0039, 0.0721, -0.1003
O, 5.9782, 8.7981, 15.9973, -0.0643, 0.0394, -0.0892
O, 6.8573, -1.1577, 21.1289, -0.0086, 0.0487, 0.0495
O, 10.723, 5.1445, 17.0272, -0.0268, -0.0021, -0.0345
O, 4.8385, 8.0213, 20.8266, -0.0499, -0.0384, 0.0682
O, 3.0445, 7.8684, 22.7407, -0.0147, 0.0436, 0.1077
O, 3.5944, 4.2478, 23.6275, 0.0023, 0.0273, 0.0941
O, 6.2453, 10.5168, 14.0335, -0.0564, 0.031, -0.1912
O, 8.2212, 4.7391, 16.4871, -0.0311, -0.0524, -0.0878
O, 4.1621, 7.3497, 17.0858, 0.0635, 0.0059, -0.0772
O, 6.1506, 3.7995, 23.4818, 0.1567, 0.0026, 0.1598
O, 0.4733, 5.5611, 13.5427, 0.0057, 0.0243, -0.0741
O, 1.7622, 7.6328, 16.1338, -0.0446, 0.0696, -0.0905
O, 4.7637, 1.3982, 18.051, -0.015, 0.0278, -0.0265
O, 0.8173, 0.4395, 18.2787, 0.0253, -0.0143, -0.0065
O, 11.679, 9.7847, 20.3795, -0.0605, -0.0908, 0.1127
O, 0.1048, 8.0928, 14.0865, 0.1043, -0.0884, -0.1815
O, 2.0867, 9.7449, 14.5617, 0.0664, 0.0746, -0.1816
O, 3.1041, 6.0271, 20.8809, 0.0231, 0.0475, 0.0738
O, 5.3076, 0.9436, 20.6114, -0.0157, -0.0054, 0.0811
O, 5.3971, -1.0954, 18.9361, -0.0441, 0.0143, 0.0332
O, 4.8326, 2.8033, 13.0637, -0.2212, -0.1427, -0.0983
O, 0.773, -3.6787, 21.0954, -0.0977, -0.0002, 0.1069
O, 7.014, 7.7589, 19.4366, 0.0265, -0.0197, 0.0115
O, 8.6031, 3.0396, 22.9945, -0.0583, 0.0572, 0.1686
O, 1.1419, 3.0323, 17.8825, 0.0589, 0.0324, 0.004
O, 2.1353, 7.4327, 18.7921, -0.0232, -0.0332, 0.0342
O, 10.779, 0.8326, 22.7543, -0.0782, -0.15, 0.1113
O, 1.3539, 10.0945, 11.8934, -0.2154, 0.1072, -0.5315
O, 6.0655, 6.0337, 15.9957, -0.0236, -0.0318, -0.0384
O, 3.0699, -0.1172, 19.5212, 0.0439, -0.0121, 0.0234
O, 2.4135, 5.3088, 17.2253, -0.058, -0.0231, 0.0103
O, 5.9487, 3.2757, 16.4646, -0.0168, -0.0107, -0.0483
O, 9.0965, 1.8682, 14.1739, -0.1234, 0.0354, -0.1777
O, -0.4667, 1.628, 16.3444, 0.0048, 0.0102, -0.1415
O, 4.2103, 12.5632, 23.7611, 0.0677, -0.0145, 0.0991

Results
free energy: -151526.521 eV
free energy less fixed offsets of O -568.88, Si -635.61 eV per atom: -2.711 eV

The program warned: the cutoff lies below the one the program advises for these potential files; the forces do not sum to zero within the program's tolerance; the exchange-correlation potential is rough where the density is thin.
